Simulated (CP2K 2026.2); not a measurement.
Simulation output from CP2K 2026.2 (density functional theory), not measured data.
Periodic cell of 504 atoms, Si360O144, from a study of silicon, its oxide and their interface. The atomic structure is a simulated model.
Doubt: the forces sum to 1.75 eV/angstrom along one axis rather than to zero, so they err by at least 0.0035 eV/angstrom per atom on average; the grid cutoff is modest.

Settings: functional PBE; method Gaussian and plane waves; basis set DZVP-MOLOPT-SR-GTH; pseudopotentials GTH-PBE; grid cutoff 300 Ry, relative cutoff 40 Ry; k points Gamma only; occupations fixed; spin none; net charge 0.

Cell vectors (angstrom)
a	16.32	0	0
b	0	16.32	0
c	2.73	2.6231	33.3756

Atoms and the computed forces on them: element, x, y, z (angstrom), force x, y, z (eV/angstrom)
Si	1.049	-1.118	0.122	0.133	-0.034	0.736
Si	4.376	1.151	0.085	-0.196	0.042	0.735
Si	1.104	4.333	0.156	0.054	-0.176	0.763
Si	3.855	7.003	0.024	0.184	-0.171	0.777
Si	1.626	-7.104	0.059	-0.148	0.207	0.814
Si	4.462	-4.311	-0.089	-0.397	0.244	0.7
Si	6.578	-1.075	0.012	0.135	-0.163	0.774
Si	9.218	1.723	-0.187	0.324	-0.312	0.72
Si	6.962	3.936	0.119	-0.144	0.192	0.763
Si	9.701	6.66	0.112	-0.206	0.153	0.734
Si	6.616	9.676	0.162	0.181	-0.217	0.768
Si	-6.586	-4.333	0.052	-0.156	0.108	0.712
Si	-3.742	-1.798	0.01	-0.22	0.284	0.769
Si	-1.236	1.037	0.068	-0.062	0.205	0.687
Si	-4.322	4.477	-0.119	0.224	-0.339	0.689
Si	-1.098	6.52	0.16	-0.086	0.19	0.795
Si	-4.377	-6.495	0.256	0.045	-0.041	0.718
Si	-1.495	-3.987	0.19	0.139	-0.173	0.746
Si	2.708	0.029	1.329	0.009	-0.016	-0.03
Si	5.468	2.714	1.435	-0.002	-0.007	-0.049
Si	2.714	5.466	1.41	-0.02	0.013	-0.052
Si	5.416	8.116	1.402	-0.029	0.008	-0.054
Si	2.764	-5.4	1.22	0.014	-0.027	-0.063
Si	5.455	-2.69	1.31	-0.008	-0.005	-0.056
Si	8.204	0.077	1.233	-0.006	0.03	-0.065
Si	-5.418	2.76	1.132	0.003	0.025	-0.073
Si	8.159	5.466	1.41	0.022	-0.001	-0.04
Si	-5.502	8.2	1.475	0.011	-0.012	-0.032
Si	8.179	-5.448	1.413	0.006	0.001	-0.039
Si	-5.414	-2.767	1.345	0.001	-0.009	-0.079
Si	-2.758	-0.118	1.374	-0.004	-0.025	-0.081
Si	-0.078	2.684	1.329	-0.004	0.01	-0.032
Si	-2.744	5.42	1.375	-0.002	0.013	-0.05
Si	0.043	8.133	1.42	0.036	-0.011	-0.058
Si	-2.746	-5.422	1.527	-0.008	-0.007	-0.036
Si	0.006	-2.728	1.455	-0.004	-0.014	-0.048
Si	1.359	1.394	2.701	-0.015	0.005	0.019
Si	4.073	4.08	2.732	-0.013	-0.004	0.005
Si	1.379	6.801	2.812	-0.007	0.001	0.053
Si	4.072	9.56	2.697	-0.016	0.004	0.049
Si	1.422	-4.104	2.689	0.004	-0.031	0.005
Si	4.044	-1.383	2.681	0.021	0.01	0.019
Si	6.868	1.357	2.731	0.017	-0.007	0.05
Si	9.573	4.06	2.666	0.005	-0.024	0.035
Si	6.783	6.79	2.761	0.008	0.017	-0.007
Si	9.461	-6.805	2.83	-0.016	0.01	0.029
Si	6.824	-4.024	2.705	-0.008	-0.004	0.022
Si	-6.782	-1.32	2.61	-0.035	-0.024	0.008
Si	-4.128	1.36	2.589	0.008	0.033	0.002
Si	-1.427	4.019	2.726	0.029	0.003	0.025
Si	-4.057	6.832	2.739	0.007	-0.005	0.027
Si	-1.343	-6.829	2.756	0.007	-0.015	0.014
Si	-4.101	-4.049	2.837	-0.003	0.007	0.041
Si	-1.381	-1.39	2.801	-0.008	0.006	0.035
Si	0.01	0.012	4.075	-0.001	0.001	-0.019
Si	2.708	2.73	4.085	-0.015	-0.009	0.007
Si	-0.03	5.401	4.079	0	0.009	-0.012
Si	2.736	8.202	4.112	0	0.013	-0.019
Si	0.034	-5.443	4.066	-0.001	0.017	0
Si	2.732	-2.735	4.08	0.002	0.009	0.006
Si	5.447	-0.019	4.032	0.001	0.007	-0.016
Si	8.21	2.729	4.074	0.004	0.01	0.003
Si	5.433	5.426	4.101	-0.005	0.004	0.004
Si	8.112	-8.173	4.145	0.003	0.002	0.007
Si	5.453	-5.411	4.055	-0.001	-0.017	-0.011
Si	8.187	-2.665	4.036	0.019	-0.011	0.009
Si	-5.454	0.025	4.014	0.015	0.002	0.006
Si	-2.778	2.667	4.053	-0.003	-0.015	0.01
Si	-5.424	5.435	4.06	-0.012	-0.01	-0.019
Si	-2.701	8.152	4.121	-0.008	-0.006	0.009
Si	-5.462	-5.442	4.144	0.014	0.001	-0.009
Si	-2.732	-2.709	4.175	-0.003	0	0.003
Si	1.346	-1.385	16.305	-0.016	0.006	-0.006
Si	4.13	1.376	16.293	-0.006	0.003	-0.005
Si	1.381	4.108	16.243	-0.005	-0.004	-0.013
Si	4.09	6.793	16.302	0.002	0.001	-0.007
Si	1.346	-6.803	16.3	-0.001	-0.006	-0.002
Si	4.073	-4.077	16.332	-0.009	0.011	-0.001
Si	6.832	-1.349	16.34	0.006	-0.003	-0.007
Si	-6.814	1.366	16.354	-0.008	0.005	-0.001
Si	6.794	4.067	16.325	-0.007	0.008	-0.01
Si	-6.797	6.812	16.325	0.001	-0.008	-0.005
Si	6.804	-6.815	16.329	0.007	0	-0.001
Si	-6.795	-4.055	16.346	0.02	0.01	-0.009
Si	-4.111	-1.36	16.331	-0.006	-0.011	-0.006
Si	-1.39	1.346	16.308	-0.014	-0.007	-0.002
Si	-4.108	4.069	16.314	-0.011	0.002	-0.02
Si	-1.362	6.811	16.295	0.022	-0.003	-0.007
Si	-4.08	9.522	16.325	0.012	0.001	-0.007
Si	-1.354	-4.089	16.314	-0.005	-0.005	-0.001
Si	2.747	0.001	17.574	-0.001	-0.01	0.006
Si	5.462	2.712	17.731	-0.006	-0.011	0.004
Si	2.782	5.377	17.645	0.005	-0.02	-0.008
Si	5.427	8.149	17.683	-0.003	-0.009	0.019
Si	2.688	-5.445	17.671	0.001	-0.002	-0.002
Si	5.466	-2.72	17.67	-0.007	0.004	0.02
Si	8.146	0.03	17.749	-0.001	0.004	-0.002
Si	-5.42	2.69	17.714	0.012	0.007	0.006
Si	8.152	5.442	17.653	-0.003	0.006	0
Si	-5.442	8.176	17.699	-0.001	-0.003	0.002
Si	8.168	-5.442	17.672	-0.009	0.013	-0.006
Si	-5.46	-2.687	17.741	0.013	-0.004	0.017
Si	-2.753	-0.017	17.692	0.015	0.021	-0.011
Si	-0.04	2.803	17.556	0.014	0.003	0.003
Si	-2.772	5.482	17.627	-0.008	-0.009	-0.013
Si	0.008	-8.174	17.668	-0.028	0.002	0.023
Si	-2.697	-5.456	17.673	0.001	-0.004	0.013
Si	-0.002	-2.747	17.697	0.003	0.002	-0.006
Si	1.396	1.464	18.791	0.03	-0.004	-0.049
Si	4.116	4.058	19.114	-0.019	0.036	-0.01
Si	1.397	6.717	18.935	-0.004	0.007	-0.022
Si	4.042	-6.803	19.022	-0.003	-0.01	-0.015
Si	1.356	-4.105	19.079	0.005	-0.019	0.018
Si	4.103	-1.319	18.977	-0.007	0.03	-0.029
Si	6.781	1.372	19.16	0.004	-0.031	-0.012
Si	-6.779	4.112	18.998	-0.013	-0.002	-0.037
Si	6.766	6.75	19.033	-0.01	-0.012	-0.045
Si	-6.811	9.532	19.053	-0.008	0.014	0
Si	6.797	-4.118	19.037	-0.007	-0.001	-0.007
Si	9.512	-1.29	19.133	0.013	-0.004	0.001
Si	-4.08	1.311	19.122	-0.004	-0.004	-0.021
Si	-1.451	4.096	18.941	-0.01	-0.016	-0.022
Si	-4.05	6.854	19.059	0.023	0.011	-0.002
Si	-1.336	-6.806	19.059	0	-0.01	-0.053
Si	-4.065	-4.099	19.024	-0.01	-0.002	-0.027
Si	-1.392	-1.393	19.026	-0.033	0	-0.015
Si	0.044	0.125	20.067	-0.025	0.015	0.002
Si	2.653	2.694	20.349	0.016	-0.014	0.076
Si	-0.071	5.443	20.231	-0.005	0.026	0.036
Si	2.758	8.023	20.313	0.024	0.001	0.037
Si	0.051	-5.508	20.476	-0.007	-0.01	0.036
Si	2.799	-2.726	20.323	0.023	-0.001	0.018
Si	5.315	0.048	20.494	0.001	0.001	0.07
Si	8.234	2.761	20.414	0.021	0.004	0.087
Si	5.5	5.375	20.522	0.022	-0.007	0.069
Si	8.09	8.176	20.34	-0.011	-0.007	0.044
Si	5.4	-5.459	20.409	-0.004	0.003	0.037
Si	8.089	-2.692	20.388	-0.004	-0.011	0.014
Si	-5.41	-0.01	20.606	0.009	-0.002	0.045
Si	-2.712	2.741	20.409	-0.012	0.018	0.026
Si	-5.436	5.501	20.358	-0.003	-0.021	0.034
Si	-2.714	-8.116	20.476	0.006	0.025	0.063
Si	-5.438	-5.441	20.41	0.025	0.016	0.049
Si	-2.692	-2.801	20.439	0.03	-0.003	0.061
Si	1.545	-1.069	21.327	0.157	0.002	-0.629
Si	3.624	1.132	21.829	0.229	0.135	-0.726
Si	0.998	3.848	21.523	0.113	0.012	-0.745
Si	4.293	6.952	21.764	-0.141	-0.195	-0.722
Si	1.257	-7.175	21.664	0.009	0.234	-0.699
Si	4.299	-3.864	21.75	-0.111	-0.103	-0.696
Si	6.464	-1.592	21.698	0.065	0.059	-0.672
Si	-6.496	1.745	21.803	-0.121	-0.322	-0.754
Si	7.232	4.349	21.812	-0.354	-0.195	-0.737
Si	-6.996	6.703	21.637	0.191	0.171	-0.786
Si	6.484	-7.094	21.705	0.124	0.131	-0.779
Si	9.657	-3.871	21.651	-0.094	-0.157	-0.751
Si	-4.307	-1.776	21.8	0.132	0.312	-0.727
Si	-1.051	1.539	21.558	-0.143	0.001	-0.623
Si	-4.269	3.978	21.689	0.229	0.084	-0.732
Si	-1.05	7.03	21.654	-0.192	-0.055	-0.792
Si	-3.89	-6.544	21.824	-0.151	-0.2	-0.786
Si	-1.573	-4.409	21.786	0.142	0.145	-0.777
Si	-2.04	-2.948	-5.014	-0.067	-0.05	0.054
Si	-6.397	0.592	-5.894	-0.119	0.036	-0.035
Si	4.488	3.74	-4.167	0.033	-0.022	0.008
Si	-2.571	5.431	23.918	-0.031	0.017	-0.12
Si	3.034	-5.805	23.924	-0.018	0.031	-0.108
Si	5.238	-4.035	-2.967	-0.029	0.09	0.15
Si	0.765	1.663	25.924	0.055	-0.124	0.055
Si	7.968	-2.886	-2.177	0.045	-0.037	0.1
Si	-3.741	-1.42	-3.046	0.026	-0.125	0.194
Si	0.777	-4.11	-4.323	-0.023	0.048	0.076
Si	7.634	4.025	24.798	-0.041	-0.04	-0.129
Si	-3.99	-0.796	24.632	0.039	-0.125	0.007
Si	2.561	5.321	23.85	0.093	-0.028	-0.103
Si	6.122	1.625	26.09	0.098	-0.029	-0.094
Si	6.695	-3.64	25.777	0.032	-0.109	-0.05
Si	7.245	-0.792	24.556	-0.027	0.051	-0.048
Si	-0.305	-5.898	-2.056	-0.043	0.035	0.234
Si	-1.036	4.118	26.081	-0.062	0.038	-0.02
Si	3.388	3.747	-7.119	0.035	-0.04	0.077
Si	1.494	-3.897	25.631	0.002	-0.041	-0.01
Si	-8.08	-5.626	23.881	0.041	0.006	-0.134
Si	5.02	-6.642	-4.696	0.028	-0.005	0.006
Si	-0.018	-2.548	23.577	0.029	-0.046	-0.045
Si	-5.84	-7.779	23.975	0.063	0.075	-0.149
Si	4.328	-1.41	-4.297	0.007	-0.01	-0.042
Si	-6.607	0.777	24.613	-0.066	0.119	-0.138
Si	-6.212	3.38	26.108	0.004	0.057	-0.13
Si	-3.51	-5.644	-5.949	0.068	0.132	0.057
Si	1.393	-6.136	-6.231	0.091	-0.044	-0.093
Si	-7.431	1.785	-3.169	0.053	0.03	0.102
Si	6.251	1.092	-4.327	-0.015	0.048	-0.018
Si	-3.749	8.127	-4.565	0.026	0.026	-0.013
Si	-3.716	3.992	-3.232	-0.107	0.113	0.225
Si	-6.489	-4.83	-6.125	0	-0.045	0.015
Si	7.919	7.954	-2.115	-0.05	-0.067	0.112
Si	3.532	2.463	24.702	-0.047	-0.001	-0.275
Si	0.916	2.822	-5.648	0.031	0.126	0.013
Si	0.897	5.691	-4.927	0.076	0.006	0.01
Si	-4.021	7.307	26.062	0.031	-0.012	-0.006
Si	1.837	-1.714	-2.788	-0.084	0.01	0.033
Si	-6.475	6.916	-5.52	0.024	-0.129	-0.06
Si	-1.353	0.04	24.271	0.021	-0.013	-0.14
Si	-6.676	4.276	-4.399	-0.052	0.036	0.02
Si	-2.258	1.343	-2.853	-0.024	-0.033	0.304
Si	4.943	-7.317	25.87	-0.107	0.029	0.037
Si	-6.458	-2.076	-4.551	-0.052	-0.074	0.114
Si	-2.572	-7.998	-1.883	0.088	0.042	0.126
Si	8.133	-7.212	-4.9	-0.011	0.012	0.006
Si	0.707	0.86	-3.552	0.031	-0.039	0.033
Si	2.617	2.639	-2.01	0.056	-0.008	0.06
Si	-1.664	3.546	-6.995	-0.018	-0.039	-0.042
Si	-1.972	5.896	-5.065	-0.061	-0.087	0.019
Si	5.703	5.735	-2.17	0.02	0.053	0.15
Si	2.763	7.818	-5.035	0.014	-0.031	0.031
Si	1.365	-1.363	5.426	-0.009	-0.002	0.007
Si	4.089	1.349	5.405	0.005	-0.005	0.007
Si	1.345	4.074	5.449	-0.011	0.006	0.01
Si	4.087	6.813	5.451	-0.006	0.007	0.005
Si	1.363	9.532	5.466	0.003	-0.007	0.007
Si	4.096	-4.077	5.441	0.003	-0.006	0.008
Si	6.804	-1.353	5.419	-0.002	0.007	-0.003
Si	9.533	1.356	5.433	-0.001	0.008	0.011
Si	6.819	4.072	5.433	0.01	-0.007	0.004
Si	9.52	6.778	5.438	0.011	-0.003	0.006
Si	6.771	-6.779	5.46	-0.011	0.015	0.007
Si	-6.817	-4.043	5.444	-0.009	0.004	0.009
Si	-4.107	-1.314	5.444	-0.001	0.009	0.011
Si	-1.376	1.353	5.426	-0.001	-0.004	0.004
Si	-4.089	4.062	5.428	0.008	0.004	0.008
Si	-1.358	6.774	5.461	0.019	-0.008	0
Si	-4.075	-6.805	5.464	0.002	0.005	0.014
Si	-1.336	-4.094	5.452	-0.002	-0.013	0.009
Si	2.73	-0.004	6.782	0	-0.006	-0.006
Si	5.445	2.709	6.779	0.003	0	0
Si	2.713	5.446	6.795	-0.012	0	-0.006
Si	5.433	-8.151	6.822	0.003	0.009	-0.003
Si	2.73	-5.427	6.811	-0.004	0.006	0.001
Si	5.455	-2.715	6.796	0	-0.015	0
Si	8.158	0.004	6.787	0.003	0.003	0.001
Si	10.882	2.715	6.804	0.001	-0.007	0.002
Si	8.162	5.433	6.806	-0.003	0.003	-0.001
Si	-5.444	-8.173	6.802	0.002	-0.005	0
Si	-8.172	-5.418	6.8	-0.004	-0.004	-0.001
Si	10.869	-2.695	6.803	-0.001	0.008	0
Si	-2.725	0.011	6.808	-0.001	0.004	0.002
Si	-0.017	2.712	6.798	-0.001	0.003	-0.006
Si	-2.728	5.416	6.803	0.006	0	0.001
Si	0.003	8.152	6.808	-0.01	-0.001	0
Si	-2.707	-5.445	6.812	0.004	-0.003	0.004
Si	0.011	-2.716	6.802	0.003	0.006	0.001
Si	1.359	1.351	8.145	-0.008	-0.002	-0.005
Si	4.082	4.075	8.14	0.002	0.011	-0.012
Si	1.361	6.797	8.168	0.008	0.004	0
Si	4.076	-6.793	8.177	-0.007	-0.01	-0.002
Si	1.369	-4.068	8.166	-0.001	-0.004	-0.006
Si	4.086	-1.358	8.153	0.003	0.004	-0.005
Si	6.799	1.359	8.152	0	-0.002	0.001
Si	9.52	4.074	8.163	-0.003	-0.008	-0.002
Si	6.807	6.805	8.161	0	0.005	-0.005
Si	-6.804	-6.793	8.147	0.003	0.007	-0.007
Si	6.797	-4.073	8.172	-0.001	0.001	0.001
Si	9.509	-1.35	8.165	-0.004	-0.003	-0.003
Si	-4.076	1.369	8.171	0.011	0.005	-0.003
Si	-1.365	4.071	8.168	0.001	0.002	0.001
Si	-4.084	6.788	8.16	-0.005	-0.004	-0.004
Si	-1.357	-6.809	8.17	-0.001	-0.002	0
Si	-4.08	-4.069	8.149	0.007	0.005	-0.004
Si	-1.361	-1.36	8.155	-0.006	-0.005	-0.005
Si	0.001	-0.001	9.517	0.001	-0.007	0.001
Si	2.72	2.716	9.505	-0.003	0.001	-0.006
Si	-0.003	5.435	9.521	-0.004	0.001	-0.004
Si	2.718	-8.16	9.525	-0.005	0.01	0.002
Si	0.003	-5.435	9.515	0.009	0.002	-0.003
Si	2.728	-2.714	9.524	-0.007	-0.004	-0.004
Si	5.441	-0.001	9.517	0.001	-0.005	-0.003
Si	8.157	2.716	9.515	-0.001	0.004	0
Si	5.44	5.437	9.506	0	0	-0.001
Si	-8.157	-8.151	9.519	-0.003	-0.004	0.002
Si	5.441	-5.435	9.531	0.001	0	-0.004
Si	8.159	-2.714	9.527	-0.004	-0.003	0.001
Si	-5.441	0.004	9.518	0.001	0.005	-0.003
Si	-2.721	2.72	9.536	-0.003	0.001	0.001
Si	-5.443	5.437	9.525	0.004	0.002	-0.002
Si	-2.727	8.154	9.52	0.004	-0.006	0.001
Si	-5.442	-5.435	9.509	-0.002	-0.005	-0.003
Si	-2.721	-2.717	9.516	0.007	0.004	0.006
Si	1.36	-1.36	10.881	0.005	-0.002	-0.002
Si	4.079	1.359	10.874	0.002	-0.002	-0.002
Si	1.361	4.072	10.873	0	0.005	-0.001
Si	4.087	-9.52	10.873	-0.007	0.004	-0.001
Si	1.361	-6.792	10.874	-0.01	-0.002	-0.001
Si	4.084	-4.074	10.888	0	-0.008	0.005
Si	6.797	-1.359	10.884	0	0.002	0.004
Si	9.52	1.362	10.875	-0.001	-0.002	-0.002
Si	6.799	4.08	10.868	0.002	0.003	-0.002
Si	-6.799	-9.513	10.88	0	-0.004	0
Si	-9.516	-6.796	10.887	-0.004	0.003	0.004
Si	9.521	-4.078	10.881	0	0.008	0
Si	-4.081	-1.358	10.876	-0.007	-0.005	-0.001
Si	-1.36	1.355	10.886	0	0.007	0.001
Si	-4.085	4.08	10.888	0.005	-0.005	0.003
Si	-1.366	6.796	10.878	0.009	0	0.004
Si	-4.087	9.522	10.874	0.005	0	-0.003
Si	-1.362	-4.078	10.874	-0.001	-0.002	-0.003
Si	2.725	-0.005	12.24	-0.012	0.003	-0.003
Si	5.446	2.718	12.229	-0.003	0.004	0.003
Si	2.722	5.441	12.223	0.003	0.001	0.002
Si	5.444	-8.162	12.242	0.006	-0.004	0.007
Si	2.725	-5.443	12.238	-0.009	0.001	0
Si	5.444	-2.719	12.252	-0.002	0.001	0.004
Si	8.166	0	12.232	0.002	0.001	-0.006
Si	10.87	2.721	12.242	-0.004	0.002	0.002
Si	8.157	5.441	12.228	-0.004	-0.005	-0.003
Si	-5.442	-8.153	12.245	-0.002	0	0.002
Si	-8.159	-5.432	12.248	0.006	0	0.002
Si	10.883	-2.717	12.24	0.007	0.002	0.004
Si	-2.73	0	12.244	0.003	-0.008	0.002
Si	0.004	2.715	12.242	0.002	-0.002	0.002
Si	-2.723	5.439	12.243	-0.004	0.004	0.004
Si	-0.008	8.172	12.221	0.008	0.005	-0.002
Si	-2.728	-5.433	12.231	0.004	-0.003	0.003
Si	-0.005	-2.721	12.238	-0.001	-0.003	-0.004
Si	1.36	1.345	13.601	0.011	-0.006	0
Si	4.086	4.083	13.58	-0.002	0.003	0.007
Si	1.364	6.82	13.565	-0.023	0.006	-0.004
Si	4.086	-6.8	13.604	-0.009	0.001	0.007
Si	1.361	-4.085	13.588	-0.001	-0.001	-0.003
Si	4.087	-1.357	13.61	-0.001	0.002	0.006
Si	6.816	1.361	13.588	0.007	-0.011	0.002
Si	9.505	4.081	13.596	-0.004	0.011	-0.003
Si	6.809	-9.522	13.598	0.003	-0.01	0.001
Si	-6.796	-6.785	13.61	0.003	-0.001	0.01
Si	6.802	-4.077	13.618	0	0.007	0.009
Si	9.52	-1.357	13.596	-0.001	-0.002	-0.007
Si	-4.099	1.358	13.604	-0.006	0.01	0.003
Si	-1.359	4.078	13.597	0.013	-0.01	0.006
Si	-4.087	6.795	13.601	0.013	0	0.011
Si	-1.372	9.524	13.584	0.002	-0.002	0.003
Si	-4.08	-4.076	13.603	-0.002	-0.001	0.004
Si	-1.374	-1.368	13.6	-0.004	0.006	0
Si	-0.015	-0.012	14.958	0.006	-0.009	-0.011
Si	2.739	2.711	14.932	-0.001	0.001	0.006
Si	0.007	5.472	14.919	0.014	0.003	-0.002
Si	2.718	8.155	14.951	-0.008	-0.004	-0.002
Si	-0.006	-5.442	14.94	-0.002	0.002	0.003
Si	2.718	-2.731	14.951	-0.008	0	0.002
Si	5.477	0	14.954	0	0.002	0.002
Si	8.16	2.717	14.967	-0.005	-0.001	-0.005
Si	5.448	5.431	14.95	-0.002	0.001	0.001
Si	8.166	-8.156	14.957	0.001	0	0.001
Si	5.44	-5.443	14.977	0.003	0	0.004
Si	8.173	-2.71	14.967	0.009	0.009	0.001
Si	-5.464	0.003	14.974	-0.001	-0.002	0.001
Si	-2.735	2.72	14.951	0.007	0.002	0.004
Si	-5.46	5.436	14.957	-0.004	-0.01	-0.003
Si	-2.73	8.168	14.948	-0.007	-0.008	0.005
Si	-5.437	-5.422	14.978	-0.002	0.006	0.003
Si	-2.731	-2.719	14.976	0.009	0.006	-0.005
O	5.403	2.427	-4.094	-0.139	-0.132	0.241
O	-0.857	-4.697	-1.124	0.201	0.042	-0.104
O	0.259	3.177	26.052	0.205	0.236	0.071
O	-0.926	-1.514	24.4	0.028	-0.342	0.173
O	-8.048	5.565	22.132	-0.171	-0.071	0.651
O	-4.234	-1.447	-1.5	-0.283	-0.017	-0.149
O	-0.099	-0.059	-0.397	-0.114	0.114	-0.151
O	1.859	3.758	-1.151	0.084	0.158	-0.303
O	7.129	-6.445	23.046	0.012	0.021	0.479
O	2.532	-0.053	22.166	0.064	-0.409	0.271
O	-6.445	7.435	22.973	-0.242	-0.226	0.495
O	7.246	-1.719	-1.323	-0.041	-0.032	0.002
O	-5.494	5.585	-0.366	0.275	0.159	-0.373
O	3.592	-1.356	-5.73	0.026	-0.164	-0.155
O	7.214	-7.229	-1.222	0.157	0.02	-0.197
O	-5.043	-5.481	-6.413	-0.163	-0.392	-0.097
O	1.953	3.046	-6.86	-0.05	-0.174	-0.334
O	-2.737	-5.463	22.266	0.15	-0.004	0.32
O	-3.587	-1.543	23.251	0.339	-0.057	0.211
O	2.749	8.124	-0.411	0.129	0.037	-0.337
O	6.536	-7.104	-4.934	-0.057	-0.118	0.034
O	-1.827	7.103	-1.161	-0.031	-0.319	-0.409
O	-3.015	-0.009	-3.25	0.257	0.191	-0.288
O	-5.194	0.158	24.21	0.224	0.482	-0.508
O	-7.691	7.917	-5.886	-0.292	-0.091	-0.526
O	6.995	3.764	23.325	-0.365	-0.521	0.314
O	-4.571	-7.098	23.207	0.246	0.135	0.266
O	-5.448	-5.432	-0.405	-0.066	-0.01	-0.292
O	-7.357	1.103	-7.121	0.148	0.07	-0.426
O	-2.765	5.078	-3.929	0.11	0.04	0.399
O	-3.718	4.744	23.018	-0.312	-0.085	0.139
O	-2.74	0.128	25.095	-0.058	0.547	0.733
O	5.377	8.113	22.194	-0.08	-0.037	0.267
O	-0.605	2.668	-6.149	-0.082	-0.297	0.403
O	5.073	-3.775	25.856	-0.125	-0.044	-0.306
O	3.279	-1.087	-3.114	0.19	0.608	0.208
O	0.437	-1.801	22.246	-0.012	0.164	-0.047
O	-7.248	-3.671	-1.285	-0.078	0.221	-0.394
O	-0.152	-6.021	-6.672	-0.237	0.045	0.282
O	0.725	-0.746	-3.458	-0.496	-0.07	-0.01
O	4.931	-5.504	-3.561	-0.102	-0.182	0.268
O	-7.597	-0.401	25.066	0.292	-0.274	0.229
O	7.224	2.738	25.69	0.305	-0.057	0.142
O	-6.977	3.824	-5.945	-0.34	-0.636	-0.047
O	4.308	-3.779	-1.641	-0.395	0.564	-0.486
O	6.817	6.847	-2.528	-0.069	0.079	-0.325
O	-5.145	4.058	-3.958	0.179	-0.252	-0.413
O	3.623	6.308	23.116	0.025	0.113	0.243
O	-2.704	-2.559	-3.579	0.108	-0.276	0.242
O	-1.462	-6.956	-2.392	-0.034	-0.231	-0.664
O	-0.522	6.274	-4.444	-0.249	0.301	0.313
O	-5.342	2.849	22.184	-0.041	-0.221	0.075
O	0.007	5.433	-0.367	-0.074	-0.176	-0.47
O	1.658	-1.841	-1.197	0.061	-0.233	-0.075
O	0.965	4.102	-4.636	0.27	-0.314	0.485
O	4.678	2.257	25.806	-0.161	0.251	0.33
O	6.315	4.589	-1.214	0.15	-0.001	-0.163
O	-3.777	4.18	-1.623	0.293	-0.075	-0.129
O	5.517	-5.537	-0.289	-0.171	-0.29	-0.053
O	1.544	4.704	22.775	-0.222	0.11	0.288
O	-7.054	4.14	24.931	0.561	0.271	-0.192
O	-1.772	5.04	-6.414	-0.235	0.109	-0.18
O	6.777	1.165	-5.839	-0.085	0.429	-0.075
O	-1.597	6.306	22.99	0.321	0.198	0.316
O	-6.71	1.382	-1.758	0.517	-0.109	-0.279
O	-2.567	-2.878	-0.323	0.052	0.049	-0.353
O	-1.608	0.606	22.775	-0.117	-0.13	0.118
O	2.11	6.547	-4.253	-0.019	0.048	0.334
O	-0.19	0.915	24.89	0.136	0.097	-0.214
O	4.282	-6.596	24.589	0.198	0.029	-0.542
O	7.472	-4.867	25.076	0.031	-0.151	0.195
O	0.097	8.091	22.159	-0.175	-0.076	0.378
O	6.826	-3.942	-2.627	0.26	-0.3	0.081
O	4.47	6.414	-1.364	-0.138	0.027	-0.547
O	-5.54	-2.797	22.16	0.114	0.137	0.292
O	5.863	7.745	25.434	0.388	-0.002	-0.707
O	-5.258	7.812	-4.99	-0.126	0.26	-0.002
O	-6.397	1.801	25.825	-0.019	-0.338	0.57
O	7.129	-0.78	22.945	0.261	0.46	-0.051
O	4.083	-7.92	-4.303	0.169	-0.388	0.593
O	3.301	4.057	24.536	0.157	0.088	0.443
O	-4.408	-1.801	25.821	-0.548	-0.125	-0.096
O	-0.006	2.683	22.118	0.032	-0.019	0.526
O	-2.833	-4.218	-5.636	0.059	-0.066	-0.331
O	-0.888	-3.845	23.163	-0.197	-0.266	0.552
O	-0.804	1.366	-3.515	-0.235	0.071	-0.486
O	8.048	2.84	-0.4	-0.105	0.162	-0.053
O	1.661	6.187	24.875	-0.054	0.618	-0.396
O	1.346	1.449	-4.913	0.093	-0.471	-0.302
O	3.627	-4.558	23.067	-0.262	0.339	0.477
O	-7.759	-7.627	-3.394	0.456	0.21	0.019
O	-2.705	-6.483	-7.079	-0.312	-0.247	-0.137
O	-5.081	-1.577	-3.904	0.003	0.19	0.01
O	-2.06	1.541	-1.252	-0.389	0.281	0.039
O	5.459	-0.288	-4.163	0.181	-0.213	0.061
O	5.447	0.026	-0.452	-0.076	0.105	-0.47
O	-5.38	7.778	25.323	-0.228	0.07	0.071
O	-6.79	-0.973	-5.686	-0.464	-0.236	-0.09
O	6.976	-2.3	24.971	-0.088	-0.113	-0.346
O	4.082	4.081	-5.692	0.029	0.397	0.168
O	-7.578	3.404	-3.375	-0.448	0.244	0.347
O	2.013	-5.32	25.084	-0.203	-0.401	0.314
O	-1.718	4.258	24.623	0.161	-0.373	-0.23
O	1.629	-7.347	-5.178	-0.274	-0.015	0.315
O	-3.173	6.426	25.029	-0.047	-0.097	0.141
O	-7.198	1.433	23.251	-0.37	0.237	0.158
O	1.723	-3.177	-3.428	0.143	-0.071	0.025
O	-7.213	7.284	-1.263	0.285	0.002	-0.367
O	5.414	-2.752	22.242	0.219	-0.11	0.437
O	0.206	-5.328	-3.453	-0.214	-0.419	-0.144
O	-7.628	-2.188	-3.439	-0.117	0.555	0.069
O	0.939	-6.599	-1.318	0.254	-0.189	-0.314
O	6.226	0.277	25.2	-0.316	-0.293	0.217
O	-6.277	-3.522	-5.218	0.161	-0.007	0.199
O	4.475	-6.055	-6.088	0.058	0.42	-0.042
O	7.036	5.4	25.379	0.244	0.302	-0.004
O	3.178	3.379	-3.31	-0.375	-0.041	-0.508
O	2.238	1.699	25.289	0.157	-0.139	0.281
O	-3.606	-7.233	-0.943	-0.18	-0.111	0.125
O	3.125	7.342	-6.556	0.434	0.247	-0.287
O	-3.486	-6.603	-4.648	0.359	0.069	0.591
O	-3.47	7.693	-3.047	-0.307	-0.422	0.139
O	7.439	1.088	-3.233	-0.128	-0.003	0.213
O	-7.366	-4.507	22.968	-0.055	-0.033	0.459
O	-6.976	5.873	-4.364	-0.292	0.275	0.515
O	3.982	1.826	23.267	0.515	0.158	0.209
O	-2.097	-1.689	-6.022	-0.245	0.399	0.161
O	4.92	-2.895	-4.068	0.179	0.014	-0.563
O	5.21	5.041	-3.538	0.302	0.401	-0.296
O	-3.163	2.939	-6.871	-0.465	0.178	0.344
O	-2.743	7.252	-5.478	0.308	0.306	-0.503
O	1.565	1.462	-2.327	-0.319	-0.347	0.452
O	-6.01	6.051	-6.817	0.499	0.38	-0.388
O	-6.569	1.285	-4.44	0.524	0.015	-0.022
O	-3.115	2.529	-3.486	0.079	-0.156	-0.73
O	1.346	-2.908	24.361	0.591	0.465	0.098
O	1.009	5.871	-6.543	-0.46	-0.208	-0.35
O	3.844	1.97	-1.211	0.218	0.287	-0.229
O	-6.947	-6.669	24.38	-0.12	-0.167	0.492
O	2.154	-6.739	22.952	0.043	0.048	0.358
O	-4.864	0.882	-6.293	0.119	-0.442	0.071
O	1.696	-4.721	-5.506	0.554	0.365	-0.054
O	-0.478	-3.283	-4.875	0.025	0.219	-0.383
O	-7.485	-5.834	-5.353	-0.258	0.119	0.024

Results
total energy: -101658.429 eV
total energy less fixed offsets of O -438.25, Si -107.07 eV per atom: -5.229 eV
